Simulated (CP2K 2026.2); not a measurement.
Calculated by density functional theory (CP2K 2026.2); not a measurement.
Periodic cell of 504 atoms, Si360O144, from a study of silicon, its oxide and their interface. The atomic structure is a simulated model.
Doubt: the forces sum to 2.07 eV/angstrom along one axis rather than to zero, so they err by at least 0.0041 eV/angstrom per atom on average; the grid cutoff is modest.

Settings: functional PBE; method Gaussian and plane waves; basis set DZVP-MOLOPT-SR-GTH; pseudopotentials GTH-PBE; grid cutoff 350 Ry, relative cutoff 50 Ry; k points Gamma only; occupations fixed; spin none; net charge 0.

Cell vectors (angstrom)
a	16.32	0	0
b	0	16.32	0
c	0.0203	4.6134	33.2788

Atoms and the computed forces on them: element, x, y, z (angstrom), force x, y, z (eV/angstrom)
Si	1.556	14.697	0.006	-0.152	0.211	0.734
Si	4.494	5.695	33.257	-0.219	0.107	0.754
Si	1.189	8.959	33.246	0.138	-0.271	0.704
Si	4.451	6.517	0.029	-0.097	0.025	0.764
Si	1.115	9.809	0.068	0.058	-0.119	0.754
Si	3.736	12.491	0.186	0.115	-0.057	0.801
Si	6.504	15.03	0.155	0.29	0.022	0.714
Si	10.063	1.14	0.152	-0.437	0.061	0.719
Si	6.765	8.959	33.058	0.141	-0.277	0.653
Si	9.135	7.191	0.254	0.067	-0.079	0.777
Si	6.948	9.418	0.033	-0.236	0.147	0.714
Si	9.679	12.013	0.189	-0.12	0.233	0.791
Si	12.138	15.091	0.167	0.146	-0.22	0.744
Si	14.633	1.479	0.198	0.246	0.012	0.669
Si	12.67	3.908	0.018	-0.315	0.117	0.729
Si	15.157	6.502	0.055	-0.127	0.279	0.658
Si	11.805	14.288	33.272	0.431	-0.161	0.723
Si	15.183	16.565	33.212	-0.173	0.16	0.807
Si	2.742	16.337	1.243	0.004	0.004	-0.065
Si	5.603	2.732	1.197	-0.006	0.053	-0.079
Si	2.794	5.407	1.287	0.015	0.011	-0.03
Si	5.459	8.162	1.365	-0.001	-0.009	-0.041
Si	2.613	10.921	1.48	-0.021	0.007	-0.056
Si	5.318	13.602	1.531	-0.005	0.004	-0.056
Si	8.237	16.298	1.211	0.003	-0.008	-0.033
Si	11.027	2.819	1.422	0.001	0.014	-0.071
Si	8.091	5.463	1.383	-0.025	-0.012	-0.063
Si	10.806	8.197	1.501	0.001	0.028	-0.08
Si	8.088	10.897	1.456	0.007	-0.02	-0.045
Si	10.9	13.567	1.423	0.006	0.004	-0.052
Si	13.554	16.302	1.579	0	0.01	-0.042
Si	0.009	2.722	1.283	0.013	0.013	-0.073
Si	13.691	5.397	1.494	0.018	0.017	-0.039
Si	16.287	8.167	1.276	0.01	0.001	-0.034
Si	13.561	10.766	1.202	-0.032	0.006	-0.053
Si	16.277	13.556	1.31	-0.001	-0.014	-0.05
Si	1.382	1.36	2.623	-0.004	-0.007	0.025
Si	4.139	4.008	2.619	0.022	-0.004	0.014
Si	1.408	6.815	2.626	-0.009	-0.008	0.002
Si	4.056	9.515	2.699	-0.006	-0.002	0.008
Si	1.266	12.272	2.807	-0.014	0.018	0.043
Si	3.995	15.028	2.786	-0.027	0.014	0.051
Si	6.907	1.37	2.621	-0.011	-0.032	0.013
Si	9.534	4.121	2.69	-0.01	-0.014	0
Si	6.764	6.804	2.786	0.014	0.021	0.048
Si	9.463	9.559	2.848	-0.007	-0.014	0.032
Si	6.746	12.253	2.793	0.005	0.012	0.013
Si	9.511	14.963	2.706	-0.01	0.004	0.021
Si	12.245	1.412	2.875	0.01	0.013	0.036
Si	15.04	4.026	2.798	-0.003	-0.026	0.02
Si	12.232	6.78	2.73	0.003	0.013	0.007
Si	14.896	9.466	2.666	0.005	0.027	0.016
Si	12.299	12.176	2.682	0.005	-0.023	0.016
Si	14.998	14.918	2.749	0.01	-0.01	0.017
Si	0.045	16.321	4.049	0.017	0.01	-0.006
Si	2.754	2.695	4.012	0.006	-0.004	-0.01
Si	0.073	5.459	4.057	-0.002	-0.007	-0.01
Si	2.71	8.153	4.059	-0.024	0.016	0.002
Si	16.237	10.846	4.078	0.002	-0.006	-0.005
Si	2.664	13.631	4.134	-0.007	-0.005	-0.011
Si	5.474	16.373	4.03	0	0.009	-0.016
Si	8.197	2.722	4.047	-0.007	0.006	0.002
Si	5.397	5.406	4.068	0.003	0.015	-0.018
Si	8.135	8.143	4.155	0.015	-0.022	-0.007
Si	5.403	10.857	4.102	0.004	-0.02	0
Si	8.152	13.621	4.092	0.008	0.016	0.002
Si	10.841	16.324	4.115	-0.027	0.022	-0.016
Si	13.657	2.722	4.179	0.028	0.002	0.011
Si	10.872	5.445	4.094	0.004	-0.006	0.005
Si	13.584	8.141	4.086	0.004	-0.001	0.004
Si	10.901	10.906	4.111	0.002	-0.007	-0.017
Si	13.615	13.555	4.078	-0.012	-0.006	-0.008
Si	1.376	14.964	16.342	-0.017	0.015	-0.009
Si	4.096	17.656	16.345	-0.01	-0.014	0.001
Si	1.352	4.108	16.301	-0.015	0.003	-0.012
Si	4.064	6.787	16.335	0	0.001	-0.011
Si	1.367	9.507	16.345	0.011	0.007	0.003
Si	4.063	12.24	16.357	0	-0.012	0.002
Si	6.786	14.96	16.34	-0.014	-0.016	-0.001
Si	9.488	17.682	16.32	-0.004	-0.007	-0.009
Si	6.799	4.044	16.328	-0.006	0.002	-0.014
Si	9.524	6.779	16.271	-0.001	-0.01	-0.009
Si	6.792	9.517	16.29	0.002	-0.018	-0.011
Si	9.523	12.238	16.292	-0.006	0	-0.007
Si	12.226	14.97	16.301	0.002	0.008	-0.006
Si	14.957	17.69	16.318	0.007	-0.005	-0.014
Si	12.255	4.088	16.287	0.006	0.003	-0.016
Si	14.963	6.819	16.341	0.012	0.008	-0.014
Si	12.256	9.522	16.322	0.011	-0.002	0
Si	14.989	12.278	16.294	-0.011	0.021	-0.005
Si	2.732	16.311	17.719	0	-0.008	0.018
Si	5.466	2.669	17.722	0.015	-0.001	-0.023
Si	2.71	5.414	17.706	-0.011	0.007	-0.001
Si	5.43	8.171	17.654	0.005	0.003	0.007
Si	2.7	10.874	17.726	-0.005	-0.012	0.004
Si	5.422	13.61	17.712	0.007	0.021	0.026
Si	8.118	16.339	17.711	0.004	0.029	0.004
Si	10.899	2.719	17.617	-0.002	0.018	-0.012
Si	8.182	5.416	17.636	0.001	-0.01	0.007
Si	10.882	8.116	17.637	-0.002	-0.005	0
Si	8.187	10.848	17.63	-0.003	0.003	-0.006
Si	10.843	13.627	17.654	0.003	-0.008	0.003
Si	13.602	16.307	17.658	-0.005	0.002	0.016
Si	16.275	2.801	17.651	-0.015	-0.009	-0.007
Si	13.58	5.458	17.676	-0.014	-0.012	-0.011
Si	0.023	8.147	17.725	-0.028	-0.033	0.02
Si	13.622	10.943	17.632	-0.004	-0.007	0.002
Si	0.026	13.603	17.704	0.006	-0.002	0.001
Si	1.363	17.799	18.945	0.023	0.004	-0.034
Si	4.111	4.05	19.037	-0.032	0.013	-0.014
Si	1.33	6.706	19.117	-0.008	-0.005	-0.024
Si	4.063	9.489	19.055	0.003	0.006	-0.003
Si	1.361	12.246	19.116	0.002	0.004	0.016
Si	4.059	14.933	19.146	-0.007	-0.01	-0.03
Si	6.764	17.628	19.169	-0.003	-0.022	0.012
Si	9.557	4.055	18.987	0	0.004	-0.023
Si	6.828	6.806	18.951	0.028	-0.014	-0.055
Si	9.535	9.464	18.982	-0.028	0.027	-0.026
Si	6.848	12.215	18.97	0	-0.005	-0.026
Si	9.499	14.996	19.038	0.019	-0.024	-0.012
Si	12.236	17.685	18.98	-0.018	0.011	-0.048
Si	14.896	4.115	19.071	0.026	-0.004	-0.003
Si	12.206	6.782	19.047	-0.009	-0.021	-0.008
Si	15.005	9.624	18.992	0.028	0.015	-0.033
Si	12.216	12.273	18.978	0.007	-0.005	-0.045
Si	14.965	14.96	19.031	-0.004	0.012	-0.013
Si	16.309	16.479	20.252	-0.028	-0.003	0.027
Si	2.726	19.059	20.403	-0.017	-0.031	0.089
Si	16.209	5.393	20.539	0.029	0.045	0.046
Si	2.75	8.053	20.427	0.032	0.003	0.027
Si	0.019	10.913	20.513	-0.019	-0.016	0.042
Si	2.721	13.524	20.552	0.03	0.014	0.043
Si	5.369	16.286	20.6	-0.007	-0.016	0.041
Si	8.259	18.988	20.384	0.042	-0.001	0.025
Si	5.515	5.42	20.306	0.01	-0.022	0.04
Si	8.193	8.122	20.352	0.003	-0.022	0.04
Si	5.513	10.858	20.328	-0.013	-0.018	0.025
Si	8.141	13.607	20.351	-0.046	-0.007	0.045
Si	10.906	16.337	20.365	-0.016	0.015	0.042
Si	13.508	19.076	20.388	-0.007	0.01	0.054
Si	10.855	5.404	20.434	-0.006	0	0.048
Si	13.559	8.282	20.228	-0.004	0.028	0.048
Si	10.899	10.826	20.286	0.042	0.022	0.052
Si	13.563	13.59	20.382	0.005	0.015	0.016
Si	1.437	15.242	21.548	0.033	-0.24	-0.663
Si	3.653	17.416	21.844	0.307	0.12	-0.759
Si	1.367	4.031	21.822	-0.17	-0.007	-0.747
Si	4.422	6.94	21.688	-0.412	-0.269	-0.709
Si	1.241	9.273	21.731	0.228	0.284	-0.675
Si	4.379	12.26	21.795	-0.253	-0.03	-0.639
Si	6.512	14.571	21.774	0.055	0.163	-0.754
Si	9.771	17.812	21.781	-0.128	-0.085	-0.68
Si	7.139	4.314	21.559	-0.052	-0.023	-0.708
Si	9.287	6.568	21.728	0.175	0.161	-0.731
Si	6.603	9.241	21.637	0.327	0.347	-0.747
Si	9.591	12.236	21.558	-0.053	0.015	-0.721
Si	12.532	15.269	21.667	-0.308	-0.35	-0.704
Si	14.721	17.559	21.661	0.344	0.252	-0.699
Si	11.915	3.8	21.786	0.119	0.078	-0.682
Si	15.117	7.25	21.562	-0.069	-0.365	-0.72
Si	12.44	9.744	21.7	-0.164	-0.134	-0.725
Si	14.62	12.007	21.748	0.268	0.105	-0.727
Si	16.226	18.734	24.048	-0.011	-0.007	-0.009
Si	11.69	17.769	28.727	0.097	0	0.14
Si	6.582	10.977	26.145	-0.093	-0.054	0.009
Si	14.717	20.315	29.069	0.009	0.135	0.05
Si	0.057	4.825	31.366	-0.041	-0.09	0.001
Si	8.487	15.752	23.914	0.118	0.057	-0.201
Si	4.15	18.856	24.676	-0.12	-0.008	-0.111
Si	7.976	16.595	26.905	0.123	-0.074	-0.118
Si	15.269	8.343	29.324	-0.066	0.09	-0.02
Si	3.06	13.043	31.215	0.08	0.053	0.154
Si	14.745	7.028	24.4	-0.013	0.105	-0.02
Si	3.203	10.202	24.019	0.074	0.024	-0.222
Si	5.095	15.342	31.159	0.099	-0.068	0.123
Si	14.098	15.716	25.803	0.045	-0.024	-0.039
Si	3.101	5.468	23.921	-0.029	-0.076	-0.058
Si	12.933	6.422	28.914	-0.125	-0.057	0.001
Si	11.396	13.422	30.277	-0.029	0.052	0.192
Si	4.468	9.093	28.973	0.124	-0.101	0.015
Si	13.622	10.234	31.017	-0.117	0.061	0.139
Si	6.09	5.582	26.341	-0.046	-0.031	0.065
Si	8.105	18.183	31.31	-0.118	-0.028	0.09
Si	4.164	6.407	30.21	0.105	-0.086	0.036
Si	12.084	13.407	26.481	0.054	0.091	-0.115
Si	4.954	8.492	25.958	-0.022	0.071	-0.069
Si	12.39	18.315	25.926	-0.089	-0.07	0.011
Si	10.424	6.393	30.5	0.006	0.044	0.047
Si	9.701	20.007	29.741	0.013	-0.07	-0.014
Si	2.364	18.778	27.122	0.049	-0.074	0.014
Si	2.403	11.056	28.987	-0.01	-0.02	-0.016
Si	7.081	10.506	29.01	0.125	0.023	0.077
Si	10.241	15.112	28.233	-0.002	-0.068	0.137
Si	9.509	11.027	30.632	-0.057	0.088	-0.069
Si	10.982	13.904	23.744	-0.053	0.072	-0.039
Si	6.27	17.388	29.097	-0.084	0.063	0.108
Si	1.46	13.799	26.042	-0.005	-0.01	-0.062
Si	9.33	18.998	25.796	0.037	-0.039	-0.062
Si	13.579	18.164	31.012	-0.023	0	0.18
Si	12.797	4.707	24.687	-0.073	0.035	-0.151
Si	1.486	7.356	30.689	-0.051	0.041	0.206
Si	8.816	5.281	27.393	0.066	-0.019	-0.074
Si	15.864	13.994	23.783	-0.08	0.007	0.027
Si	3.629	11.98	26.279	0.079	-0.034	-0.109
Si	6.834	3.388	24.374	0.059	-0.067	-0.031
Si	16.291	4.205	26.467	-0.045	-0.053	-0.001
Si	0.493	16.726	26.387	-0.125	0.119	0.003
Si	10.584	8.441	23.93	-0.052	-0.027	-0.182
Si	8.455	8.437	30.276	-0.151	0.027	0.255
Si	11.283	6.63	26.357	-0.027	-0.024	-0.049
Si	4.698	20.096	28.543	-0.007	0.061	-0.075
Si	8.238	10.49	23.795	0.037	-0.112	-0.074
Si	0.928	6.787	25.565	0.114	-0.002	-0.009
Si	15.706	9.093	26.35	0.058	-0.091	-0.175
Si	16.226	11.629	27.559	-0.031	0	-0.151
Si	13.33	12.045	28.656	0.003	-0.062	0.056
Si	1.344	14.988	5.486	-0.003	-0.006	0.012
Si	4.105	1.375	5.416	-0.011	-0.017	0.004
Si	1.412	4.074	5.403	0.012	-0.005	0.012
Si	4.057	6.782	5.43	0.005	-0.017	0.005
Si	1.336	9.511	5.413	-0.004	0.013	0.012
Si	4.052	12.243	5.441	-0.011	0.013	0.004
Si	6.787	14.987	5.426	-0.005	0.012	0.008
Si	9.504	1.37	5.464	0.006	-0.015	0.024
Si	6.805	4.071	5.408	0.002	0.002	0.001
Si	9.523	6.791	5.475	-0.01	0.022	0.015
Si	6.768	9.515	5.474	0.007	-0.007	0.007
Si	9.527	12.267	5.45	0.01	-0.004	0.003
Si	12.24	14.942	5.42	0.013	0.013	-0.002
Si	15.01	1.329	5.463	0.007	-0.007	0.02
Si	12.247	4.094	5.462	-0.001	-0.015	0.003
Si	14.985	6.792	5.418	-0.003	-0.003	-0.001
Si	12.237	9.512	5.454	-0.014	-0.001	0.011
Si	14.935	12.214	5.473	0.013	-0.003	0.009
Si	2.744	16.339	6.8	-0.001	-0.007	0.003
Si	5.447	2.73	6.792	-0.001	0.006	-0.004
Si	2.725	5.428	6.807	-0.009	0.007	0.005
Si	5.415	8.14	6.807	-0.002	0.003	0
Si	2.695	10.873	6.789	-0.01	-0.005	0.002
Si	5.432	13.607	6.784	0.004	0.001	-0.002
Si	8.141	16.328	6.811	-0.008	0.017	0.001
Si	10.885	2.721	6.81	-0.002	0.005	0.002
Si	8.151	5.422	6.802	0.012	0.001	-0.005
Si	10.881	8.16	6.819	0.006	-0.009	0.008
Si	8.158	10.888	6.795	0.001	-0.006	0.003
Si	10.884	13.612	6.815	-0.016	0.005	-0.007
Si	13.61	16.296	6.791	0.017	-0.004	0.002
Si	0.042	2.723	6.786	0.009	-0.016	-0.006
Si	13.615	5.454	6.801	0.002	-0.006	0
Si	16.32	8.155	6.797	0	0.001	0
Si	13.584	10.866	6.832	-0.012	0.006	0
Si	16.303	13.597	6.812	0	0.011	0.005
Si	1.383	1.369	8.166	0.012	0.016	-0.003
Si	4.092	4.082	8.165	0.011	0.009	-0.001
Si	1.358	6.792	8.156	-0.009	-0.016	-0.004
Si	4.06	9.514	8.155	0	-0.007	-0.008
Si	1.354	12.24	8.159	-0.005	0.004	-0.002
Si	4.083	14.961	8.158	-0.007	0.01	0.007
Si	6.787	1.366	8.166	-0.003	-0.013	0.004
Si	9.517	4.074	8.167	-0.006	-0.004	-0.004
Si	6.793	6.791	8.161	-0.007	-0.006	-0.002
Si	9.512	9.525	8.164	0.009	-0.001	-0.004
Si	6.796	12.248	8.15	0.008	0.005	-0.007
Si	9.515	14.97	8.162	0.01	0.007	-0.003
Si	12.253	1.351	8.15	-0.003	-0.004	0.001
Si	14.978	4.076	8.143	0	0	-0.004
Si	12.251	6.805	8.169	0.002	0.012	-0.004
Si	14.964	9.512	8.169	0	0.005	-0.002
Si	12.229	12.24	8.177	0.002	-0.005	0.001
Si	14.951	14.95	8.177	-0.012	-0.013	-0.001
Si	0.007	16.323	9.515	-0.006	-0.005	-0.004
Si	2.733	2.724	9.53	0.002	-0.004	0.001
Si	16.324	5.435	9.518	-0.001	0.013	0.001
Si	2.713	8.154	9.522	-0.008	0.002	0.003
Si	16.32	10.882	9.523	0.003	0.003	-0.005
Si	2.718	13.6	9.515	0.003	-0.01	-0.005
Si	5.435	16.32	9.523	0.003	0.005	0
Si	8.156	2.717	9.525	-0.002	-0.001	-0.001
Si	5.44	5.44	9.531	0.001	-0.007	0.002
Si	8.153	8.158	9.517	0.004	0.003	-0.007
Si	5.434	10.878	9.506	-0.002	-0.002	-0.002
Si	8.156	13.602	9.516	0.002	0.003	0.001
Si	10.885	16.322	9.517	-0.006	0	0.001
Si	13.614	2.718	9.505	0.009	-0.004	-0.006
Si	10.881	5.441	9.517	0.006	-0.004	-0.001
Si	13.605	8.16	9.531	-0.003	-0.005	0.004
Si	10.87	10.881	9.531	-0.007	0.005	-0.002
Si	13.595	13.595	9.537	0	0.006	0.002
Si	1.361	14.959	10.88	0.008	-0.003	0.005
Si	4.079	17.676	10.889	-0.001	-0.005	0.001
Si	1.367	4.082	10.883	0.002	-0.004	-0.003
Si	4.075	6.799	10.887	0.008	0	0.001
Si	1.36	9.522	10.879	-0.011	0.003	-0.002
Si	4.079	12.238	10.872	-0.004	0.007	0.002
Si	6.797	14.96	10.876	-0.003	0.004	0.001
Si	9.52	17.676	10.875	0.004	-0.003	-0.003
Si	6.797	4.075	10.885	0	0.006	0
Si	9.519	6.801	10.877	-0.003	0.004	-0.002
Si	6.792	9.519	10.877	0.005	-0.008	0.002
Si	9.51	12.244	10.885	0.002	-0.007	0.001
Si	12.236	14.961	10.887	-0.001	-0.005	0.002
Si	14.968	17.685	10.878	-0.008	0.008	0
Si	12.247	4.077	10.867	-0.005	-0.002	-0.001
Si	14.967	6.797	10.879	0.002	-0.002	0.001
Si	12.241	9.523	10.882	0.006	0.008	-0.001
Si	14.964	12.24	10.888	-0.006	-0.006	0.002
Si	2.72	16.315	12.248	-0.002	0.009	0.001
Si	5.436	2.717	12.246	0.003	-0.01	0.001
Si	2.72	5.438	12.253	-0.009	0.003	0.005
Si	5.435	8.159	12.245	-0.006	0.001	0.003
Si	2.723	10.88	12.238	0.002	-0.006	0.003
Si	5.434	13.601	12.234	0.008	-0.004	-0.002
Si	8.158	16.316	12.233	0.003	-0.005	-0.002
Si	10.882	2.719	12.224	-0.005	-0.003	0
Si	8.156	5.439	12.237	-0.002	-0.014	0.002
Si	10.88	8.162	12.235	0.008	0.003	-0.002
Si	8.149	10.882	12.242	-0.004	0.006	0.005
Si	10.875	13.599	12.245	-0.007	0.004	0.009
Si	13.601	16.329	12.237	0.003	-0.005	-0.001
Si	0.012	2.72	12.244	0.004	0.006	0.002
Si	13.606	5.436	12.231	0.001	0.009	0
Si	16.322	8.165	12.236	0.005	0.003	0.002
Si	13.605	10.88	12.242	-0.002	0	0.003
Si	16.325	13.601	12.248	-0.013	-0.002	0.004
Si	1.368	17.679	13.611	-0.004	-0.017	0.002
Si	4.074	4.069	13.614	0.002	0.002	0.004
Si	1.361	6.815	13.598	-0.013	0.011	-0.005
Si	4.078	9.523	13.606	-0.001	0.003	0.007
Si	1.367	12.236	13.607	0.007	-0.001	0.003
Si	4.078	14.952	13.607	0.004	-0.004	-0.007
Si	6.796	17.671	13.592	0.003	0.004	0.001
Si	9.521	4.073	13.583	0.001	0.006	0.004
Si	6.786	6.783	13.603	0.011	0.006	0.002
Si	9.518	9.521	13.593	0.002	-0.008	0.006
Si	6.786	12.245	13.6	-0.012	0.007	0.002
Si	9.509	14.957	13.6	-0.003	0.002	0.009
Si	12.23	17.683	13.595	-0.002	0.008	0.007
Si	14.97	4.086	13.594	0.004	-0.011	0.003
Si	12.253	6.806	13.586	-0.005	-0.007	0.008
Si	14.967	9.523	13.601	-0.007	-0.003	-0.001
Si	12.249	12.242	13.596	0.011	-0.008	0.004
Si	14.968	14.978	13.598	-0.008	0.01	0.007
Si	0.011	16.325	14.976	0	-0.002	-0.004
Si	2.723	2.708	14.987	-0.005	-0.01	0
Si	16.315	5.467	14.953	0.006	0.007	0.001
Si	2.723	8.161	14.968	-0.002	-0.008	0.002
Si	0.012	10.872	14.968	-0.008	-0.003	0.004
Si	2.72	13.596	14.975	0.002	0.006	0.012
Si	5.442	16.313	14.96	0.006	0.005	0.002
Si	8.153	2.714	14.941	0.007	0.001	0
Si	5.43	5.42	14.982	-0.004	-0.003	0.002
Si	8.153	8.151	14.939	-0.009	0.003	0.002
Si	5.424	10.896	14.968	0.008	0.002	-0.002
Si	8.143	13.603	14.963	0	-0.008	-0.005
Si	10.858	16.327	14.955	-0.002	-0.005	0
Si	13.608	2.719	14.94	0.001	0.006	0.006
Si	10.893	5.434	14.923	0.002	-0.005	-0.005
Si	13.609	8.164	14.959	0.006	-0.008	0.001
Si	10.892	10.875	14.951	-0.001	0.009	0.004
Si	13.604	13.62	14.946	0.006	0.002	-0.008
O	3.988	11.266	23.049	0.39	-0.003	0.262
O	5.574	10.051	32.71	-0.188	0.058	-0.451
O	15.041	12.778	23.122	0.04	0.016	0.538
O	12.562	18.446	27.541	0.524	0.248	0.301
O	5.436	8.168	21.928	0.05	-0.091	0.214
O	16.32	6.68	24.244	0.381	-0.197	-0.284
O	12.05	14.979	23.204	0.269	0.189	0.555
O	2.068	5.2	22.709	-0.365	0.224	-0.125
O	10.779	13.966	27.241	-0.273	-0.18	-0.259
O	9.494	9.592	24.249	0.127	-0.014	0.542
O	11.085	20.853	33.029	-0.201	-0.067	-0.417
O	7.969	11.316	30.118	-0.255	0.436	0.194
O	9.738	9.446	30.354	0.513	-0.141	-0.245
O	9.157	16.951	23.039	0.085	0.202	0.343
O	4.091	8.984	24.658	0.05	-0.394	-0.174
O	11.773	9.078	23.033	-0.003	-0.237	0.434
O	14.281	11.392	31.974	0.125	0.657	-0.17
O	10.798	15.531	32.989	0.17	0.204	-0.15
O	10.431	14.627	29.77	-0.328	0.29	0.372
O	0.446	7.885	29.606	0.176	-0.009	-0.314
O	2.658	6.753	29.766	-0.263	0.006	-0.697
O	6.537	16.833	27.6	-0.332	-0.173	-0.36
O	12.537	9.373	31.886	-0.617	-0.156	-0.272
O	8.124	12.936	32.928	-0.057	-0.019	-0.349
O	11.501	5.318	25.429	-0.534	-0.327	-0.143
O	7.668	17.526	29.911	0.392	-0.371	-0.343
O	16.315	8.265	22.02	0.137	-0.169	0.182
O	3.844	11.908	32.039	0.033	0.084	-0.1
O	3.047	13.468	26.017	0.527	0.436	-0.284
O	8.926	19.54	31.061	0.215	0.257	0.325
O	0.86	19.851	31.91	0.108	-0.233	-0.528
O	3.271	19.347	28.329	-0.374	-0.221	0.481
O	4.372	16.314	32.206	-0.121	-0.046	-0.069
O	0.039	15.504	32.769	-0.186	0.004	-0.582
O	10.846	18.962	22.296	-0.042	0.099	0.232
O	11.895	13.57	31.807	0.422	-0.089	-0.177
O	1.298	17.604	27.501	-0.137	-0.305	0.459
O	6.309	9.384	25.989	0.376	-0.312	0.172
O	1.929	13.778	32.09	-0.133	0.11	-0.43
O	7.548	8.5	31.665	0.09	-0.287	-0.11
O	11.633	13.079	24.963	0.346	-0.669	-0.082
O	4.24	8.807	27.386	-0.152	0.058	-0.032
O	4.153	6.374	31.822	0.027	0.209	-0.184
O	12.505	17.393	30.073	-0.048	-0.345	0.064
O	8.175	5.442	22.174	-0.089	0.183	0.602
O	5.209	11.828	25.96	0.008	0.472	-0.152
O	7.666	11.367	25.021	0.195	0.649	0.283
O	0.7	12.994	27.219	-0.096	0.177	0.329
O	3.304	18.25	25.908	0.215	-0.538	0.051
O	0.686	13.338	24.708	0.278	-0.3	-0.253
O	15.271	16.35	26.759	-0.193	0.252	0.632
O	3.058	9.676	29.543	-0.126	-0.132	0.473
O	14.517	17.139	31.835	0.095	-0.006	-0.533
O	3.721	4.091	24.475	0.16	0.105	0.11
O	6.459	3.525	22.812	-0.23	-0.489	-0.084
O	13.714	16.331	21.951	-0.009	-0.204	0.07
O	9.037	17.143	32.084	-0.021	-0.321	-0.54
O	4.218	6.377	23.208	0.298	-0.014	0.549
O	0.351	14.821	22.674	-0.132	0	0.198
O	2.709	18.209	32.848	0.152	0.151	-0.458
O	10.07	6.633	32.055	-0.314	0.71	0.003
O	12.959	10.825	29.664	-0.644	-0.258	-0.391
O	2.728	11.032	25.318	-0.462	-0.024	0.111
O	5.272	6.908	25.915	0.067	-0.128	-0.255
O	0.493	17.557	24.986	0.399	-0.123	-0.346
O	8.733	15.474	27.8	-0.31	-0.214	0.297
O	5.517	20.795	32.869	0.175	-0.056	-0.58
O	11.146	7.89	25.344	0.239	0.311	0.219
O	4.628	4.969	29.643	-0.064	-0.245	0.178
O	15.966	4.724	29.814	0.479	0.269	-0.371
O	8.613	11.495	22.609	-0.479	-0.067	0.074
O	6.388	14.692	31.922	0.295	0.2	-0.538
O	14.178	7.13	22.902	-0.479	0.037	-0.007
O	8.667	4.402	28.741	-0.38	0.045	0.256
O	9.893	7.231	23.095	-0.085	-0.279	0.318
O	15.252	19.986	27.575	-0.448	-0.521	-0.297
O	5.443	13.422	22.287	0.111	0.125	0.216
O	15.047	5.091	32.242	-0.149	-0.539	-0.157
O	0.813	8.297	26.158	0.365	0.305	0.337
O	7.393	6.004	27.191	0.133	0.299	0.527
O	0.972	6.12	31.595	0.126	0.02	0.535
O	6.669	4.852	25.026	-0.022	0.219	-0.121
O	2.402	6.292	25.141	0.149	0.094	0.189
O	5.186	4.515	27.177	-0.029	0.01	-0.196
O	13.325	4.837	28.991	-0.371	-0.25	-0.037
O	0.07	10.101	32.895	0.124	0.027	-0.17
O	0.977	19.211	22.935	0.152	-0.267	0.045
O	14.297	7.086	29.388	0.167	-0.344	0.131
O	10.702	4.841	30.196	0.642	-0.103	-0.094
O	3.963	18.05	23.301	0.044	-0.147	0.253
O	8.743	18.017	26.936	0.281	0.187	0.662
O	8.308	19.055	24.526	0.251	-0.374	-0.369
O	13.073	16.926	25.423	-0.088	0.043	-0.468
O	7.897	16.177	25.35	-0.195	0.01	0.018
O	1.341	15.381	26.218	0.482	0.067	0.063
O	10.823	18.452	25.464	-0.161	-0.116	-0.178
O	15.111	8.931	27.839	-0.23	0.317	-0.01
O	12.769	13.377	29.403	0.32	0.418	-0.191
O	15.007	18.17	23.156	-0.508	0.065	0.181
O	2.55	16.255	22.189	0.237	-0.135	0.294
O	11.133	16.434	28.046	0.25	0.098	-0.264
O	13.962	5.774	25.041	0.034	-0.202	0.551
O	4.985	7.713	29.683	0.461	0.002	0.07
O	12.81	19.105	32.079	-0.004	0.054	-0.271
O	14.471	19.006	29.974	0.269	0.005	0.03
O	0.899	10.746	28.491	-0.281	-0.368	0.425
O	14.877	15.02	24.556	0	0.293	-0.406
O	13.262	14.53	26.522	0.314	0.185	0.3
O	13.635	7.238	32.892	-0.094	-0.055	-0.35
O	9.779	11.139	32.206	0.491	-0.266	0.072
O	15.882	10.711	26.24	0.129	0.109	-0.34
O	12.507	6.825	27.401	0.353	0.427	-0.319
O	6.835	18.622	32.192	-0.405	-0.2	-0.243
O	0.156	5.809	26.613	0.01	0.241	0.397
O	9.051	6.997	29.863	-0.325	-0.248	-0.319
O	13.153	19.575	25.28	0.523	-0.105	0.211
O	9.611	14.622	24.186	-0.021	-0.077	0.3
O	2.31	12.266	30.037	-0.382	0.033	0.025
O	13.545	10.851	22.199	-0.107	-0.034	0.261
O	5.418	16.258	29.873	-0.222	-0.136	-0.252
O	7.615	8.97	29	-0.204	-0.508	-0.388
O	5.722	18.746	25.047	0.082	-0.211	0.419
O	9.266	4.19	26.302	0.281	0.111	-0.226
O	14.917	12.052	28.398	0.093	0.14	0.364
O	12.547	4.538	23.098	0.154	0.385	-0.018
O	1.831	8.467	31.823	0.223	0.326	-0.338
O	5.504	10.31	29.305	-0.256	0.377	0.171
O	5.66	18.89	29.034	-0.039	0.21	0.16
O	11.793	7.015	29.921	0.167	0.592	-0.019
O	7.075	9.575	23.16	-0.31	-0.102	0.211
O	10.536	12.072	29.971	0.26	-0.239	-0.238
O	14.668	8.402	25.285	-0.521	0.35	0.036
O	4.112	14.149	30.685	-0.098	-0.135	-0.563
O	10.734	12.957	22.468	0.299	0.11	-0.332
O	1.485	3.698	26.628	0.1	0.254	-0.328
O	15.839	3.673	24.993	-0.421	0.291	-0.202
O	14.859	9.34	30.511	0.58	-0.106	0.176
O	7.24	11.259	27.594	0.362	0.446	-0.041
O	10.498	18.781	29.1	-0.297	-0.088	0.004
O	9.969	6.412	27.283	-0.214	0.469	0.535
O	1.939	9.639	23.177	-0.103	0.025	0.312
O	3.362	11.575	27.8	0.172	0.22	0.286
O	7.235	15.147	23.106	-0.129	0.047	0.457
O	12.599	12.043	27.201	-0.115	-0.729	-0.171

Results
total energy: -101652.505 eV
total energy less fixed offsets of O -438.35, Si -107.03 eV per atom: 0.695 eV
